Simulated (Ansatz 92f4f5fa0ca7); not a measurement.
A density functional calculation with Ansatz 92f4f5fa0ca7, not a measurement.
Periodic cell of 224 atoms, Si133O90H1, from a study of silicon, its oxide and their interface. The atomic structure is a simulated model.
Doubt: the cutoff is far below the 930 eV that the study's wrapper takes by default for these files, so forces and energies are approximate.

Settings: functional PBE; potential files Ansatz PAW; basis plane waves; wave-function cutoff 580 eV; density cutoff ratio 5; exchange-correlation grid ratio 1; k mesh 1 x 1 x 1, Gamma-centred; self-consistency stop 5e-08 eV per atom in the density residual; occupations fixed; spin none; net charge -1 e, with a uniform compensating background and no finite-size correction.

Cell vectors (angstrom)
a  10.938  0  0
b  0  10.938  0
c  0  0  33.3272

Atoms: element, x, y, z (angstrom)
Si  0.4661  -0.3614  25.9551
Si  5.3425  0.3191  25.8026
Si  2.9596  2.4112  25.789
Si  7.97  3.0239  26.0794
Si  -0.2663  5.6282  25.7653
Si  5.8705  5.3173  25.8726
Si  2.6477  8.2986  25.6944
Si  8.5804  8.0167  25.795
Si  1.5123  1.2855  27.2627
Si  6.7984  1.4094  27.2861
Si  4.1263  4.1198  27.0265
Si  9.6062  4.156  27.2737
Si  1.3979  6.787  27.0504
Si  6.9864  6.8762  27.195
Si  4.1954  9.5383  27.0362
Si  9.6969  9.5275  27.2032
Si  2.8475  -0.0992  28.5681
Si  8.236  -0.0241  28.5235
Si  0.0481  2.693  28.5347
Si  5.4123  2.7842  28.5641
Si  2.7501  5.4422  28.4688
Si  8.2337  5.4826  28.6166
Si  0.0694  8.1306  28.5485
Si  5.5101  8.1949  28.4975
Si  4.1018  1.3673  29.909
Si  9.5708  1.3673  29.909
Si  1.3673  4.1018  29.909
Si  6.8362  4.1018  29.909
Si  4.1018  6.8362  29.909
Si  9.5708  6.8362  29.909
Si  1.3673  9.5708  29.909
Si  6.8362  9.5708  29.909
Si  0  0  31.2762
Si  5.469  0  31.2762
Si  2.7345  2.7345  31.2762
Si  8.2035  2.7345  31.2762
Si  0  5.469  31.2762
Si  5.469  5.469  31.2762
Si  2.7345  8.2035  31.2762
Si  8.2035  8.2035  31.2762
Si  1.3673  1.3673  32.6435
Si  6.8362  1.3673  32.6435
Si  4.1018  4.1018  32.6435
Si  9.5708  4.1018  32.6435
Si  1.3673  6.8362  32.6435
Si  6.8362  6.8362  32.6435
Si  4.1018  9.5708  32.6435
Si  9.5708  9.5708  32.6435
Si  2.7345  0  0.6835
Si  8.2035  0  0.6835
Si  0  2.7345  0.6835
Si  5.469  2.7345  0.6835
Si  2.7345  5.469  0.6835
Si  8.2035  5.469  0.6835
Si  0  8.2035  0.6835
Si  5.469  8.2035  0.6835
Si  4.1018  1.3673  2.0507
Si  9.5708  1.3673  2.0507
Si  1.3673  4.1018  2.0507
Si  6.8362  4.1018  2.0507
Si  4.1018  6.8362  2.0507
Si  9.5708  6.8362  2.0507
Si  1.3673  9.5708  2.0507
Si  6.8362  9.5708  2.0507
Si  0  0  3.418
Si  5.469  0  3.418
Si  2.7345  2.7345  3.418
Si  8.2035  2.7345  3.418
Si  0  5.469  3.418
Si  5.469  5.469  3.418
Si  2.7345  8.2035  3.418
Si  8.2035  8.2035  3.418
Si  1.3377  1.3715  4.8081
Si  6.7933  1.3902  4.7692
Si  4.0396  4.1705  4.744
Si  9.5613  4.1153  4.8163
Si  1.3606  6.844  4.8012
Si  6.8074  6.8466  4.7951
Si  4.0777  9.5756  4.8496
Si  9.507  9.6288  4.6863
Si  2.6312  -0.0477  6.2331
Si  8.1554  0.004  6.0977
Si  -0.0271  2.7521  6.2168
Si  5.3423  2.7385  6.0474
Si  2.7324  5.5081  6.2322
Si  8.1311  5.4357  6.1741
Si  -0.1247  8.2334  5.9949
Si  5.454  8.1997  6.2394
Si  3.7831  1.63  7.419
Si  9.6873  1.1346  7.4537
Si  1.5954  3.8977  7.5295
Si  6.514  4.2142  7.4205
Si  4.3851  6.5665  7.6062
Si  9.2666  7.1298  7.357
Si  0.8952  9.749  7.4395
Si  7.0759  9.3873  7.4981
O  9.6081  6.8136  25.2643
O  4.1479  1.3581  25.2694
O  8.1902  8.244  7.9678
O  2.7034  2.7531  7.9988
O  6.913  4.1119  25.3997
O  1.5191  9.4625  25.2973
O  5.4871  5.3882  7.9418
O  -0.122  0.0232  7.9021
O  6.9671  3.383  8.7738
O  6.5532  10.1524  8.8751
O  10.1483  6.5601  8.6182
O  1.1211  8.8637  8.8084
O  4.6072  1.0525  8.7092
O  1.0311  4.6182  8.9187
O  8.9332  1.574  8.8598
O  3.9566  7.0418  9.126
O  8.0529  8.8609  24.4725
O  8.7553  2.2737  24.8698
O  5.5396  6.2582  24.5506
O  2.0126  2.824  24.4969
O  10.7756  0.4135  24.6697
O  0.2056  4.7785  24.4221
O  7.1192  11.8838  20.6949
O  6.2456  10.7978  24.4972
Si  9.696  1.3615  23.9328
Si  4.7814  6.3398  20.5532
Si  1.0496  8.9318  10.4383
Si  17.3336  5.2396  15.9226
Si  7.1799  2.1364  19.5609
Si  19.2712  14.3236  12.6148
Si  10.969  5.089  16.8625
Si  9.1894  -0.6615  16.4415
Si  15.3905  10.4393  19.0235
Si  12.4504  3.068  18.3798
Si  8.3486  2.9467  9.5197
Si  3.0328  7.8575  18.5186
Si  11.4479  1.163  16.271
Si  0.4098  13.7036  13.5097
Si  4.1385  2.4231  20.0208
Si  6.1248  2.4381  14.4665
Si  7.432  5.7078  18.8971
Si  5.2189  10.779  9.5921
Si  15.2314  6.5401  23.5326
Si  17.8786  10.2513  20.6943
Si  3.1353  4.2801  21.9635
Si  11.4878  9.6375  14.8186
Si  6.516  11.5182  16.9651
Si  5.2722  8.2952  13.1279
Si  10.5395  5.2195  9.4437
Si  3.7543  6.9371  15.4989
Si  7.4894  10.1573  23.6395
Si  -2.1383  8.4789  18.9156
Si  -0.3836  6.833  12.064
Si  1.5947  11.0698  12.294
Si  11.0574  6.7502  19.1174
Si  3.84  8.121  10.3389
Si  0.8355  3.5172  23.5736
Si  9.7827  3.9817  19.1462
Si  4.8336  11.2924  12.5538
Si  7.8085  6.2983  13.5055
Si  1.3136  5.4579  14.1707
O  10.0983  7.9092  19.7335
O  5.1022  1.7477  13.3723
O  11.115  2.9515  19.3275
O  7.3029  12.403  18.0798
O  4.1572  7.9788  14.2903
O  3.9261  0.8265  19.8032
O  2.3398  8.0781  10.9506
O  -1.1985  4.1724  17.4683
O  7.6909  4.9017  12.6244
O  9.4268  -1.7925  17.5686
O  5.8416  14.8795  15.0483
O  5.4769  9.9292  13.2214
O  10.715  8.2023  11.167
O  17.7131  5.0247  17.4891
O  1.2858  10.7551  15.7611
O  5.9876  12.4337  15.7609
O  1.6789  7.2683  19.2335
O  19.4583  3.0702  19.7816
O  7.6975  18.2783  18.5414
O  12.4415  1.7762  17.3815
O  3.2146  11.126  12.4289
O  3.2722  7.6  24.3001
O  19.1142  9.6508  19.8447
O  9.4185  4.1013  9.1469
O  11.8915  9.9497  13.2853
O  3.8447  2.8417  21.5953
O  4.8063  7.0731  22.0616
O  1.1669  10.5196  10.8157
O  5.1444  6.2668  15.9451
O  18.5217  10.483  16.2965
O  -2.8254  2.7705  11.1121
O  6.6499  7.4324  13.29
O  5.6871  2.8577  19.6453
O  11.0262  5.2514  15.2533
O  16.1525  10.7764  17.6099
O  9.9773  11.6627  16.8556
O  0.2597  2.1874  15.0239
O  3.6311  5.0439  23.3357
O  14.0352  -3.3703  16.8909
O  12.0261  8.1569  15.1963
O  5.5273  11.3948  11.0658
O  4.1071  -1.3461  9.6783
O  8.6563  11.2501  23.2347
O  4.8194  7.8587  11.6063
O  10.6166  2.4399  23.1026
O  3.5534  5.254  20.7247
O  7.6873  5.8661  15.0879
O  -0.4287  5.568  11.021
O  9.8554  9.7734  15.023
O  0.943  12.5376  12.5054
O  6.9174  9.6595  22.2101
O  1.4966  3.9819  13.4729
O  4.3149  7.2537  19.2963
O  2.7202  5.8411  14.8811
O  9.9168  14.2769  12.9757
O  3.1671  9.4816  18.7233
O  9.2194  6.9592  13.0021
O  17.1685  5.7554  20.1056
O  0.8878  6.5345  13.0281
O  10.8313  6.5958  17.4907
O  16.478  9.7527  20.0265
O  1.532  4.0522  22.1948
O  10.5594  5.3401  19.8136
O  23.3038  4.4241  17.4398
O  13.913  3.1165  19.0973
O  7.5845  2.45  13.7241
H  12.2581  8.0375  16.1519

Results
free energy: -135744.751 eV
free energy less fixed offsets of H -15.97, O -568.88, Si -635.61 eV per atom: 6.549 eV

Forces (eV/angstrom), in the order of the atoms: element, x, y, z
Si  -0.0349  0.0378  0.0214
Si  0.0051  0.009  -0.0665
Si  -0.0186  0.0158  -0.0072
Si  0.0039  -0.0068  -0.0676
Si  -0.0114  -0.005  -0.0741
Si  -0.0107  0.0134  -0.0087
Si  -0.0006  0.004  -0.0689
Si  -0.018  0.0278  -0.0037
Si  -0.0006  -0.0071  -0.0165
Si  0.013  -0.0128  0.0168
Si  0.002  -0.0016  -0.0118
Si  0.0106  -0.0117  0.0177
Si  0.0133  -0.0247  0.0138
Si  -0.0005  -0.0014  -0.015
Si  0.0221  -0.0085  0.0154
Si  0.0048  -0.0013  -0.0205
Si  -0.0087  0.0175  0.0015
Si  0.0029  -0.0047  0.0004
Si  0.0039  -0.0041  0.0013
Si  -0.0113  0.0064  0.0041
Si  0.0047  -0.0061  0.0049
Si  -0.0034  0.0109  0.0036
Si  -0.0194  0.0131  0.0058
Si  0.0016  -0.0065  0.0043
Si  0.0799  -0.0568  0.2713
Si  0.0685  -0.0687  -0.1108
Si  0.2006  -0.0283  -0.2205
Si  -0.1812  0.0901  0.2218
Si  0.0223  -0.0506  -0.5009
Si  0.3685  0.1072  0.5174
Si  0.2687  -0.3199  0.0764
Si  0.0869  -0.0291  -0.1508
Si  -0.0008  0.0311  -0.0512
Si  0.0649  0.183  -0.0168
Si  -0.0547  -0.0733  -0.0236
Si  -0.0527  0.016  -0.0377
Si  -0.0734  0.0888  -0.0081
Si  0.0665  -0.0138  -0.0135
Si  -0.0891  0.0717  0.0049
Si  0.0713  0.0421  -0.0225
Si  -0.0057  0.0283  0.0217
Si  0.0343  -0.0859  0.0175
Si  0.0067  -0.003  0.0058
Si  0.0672  -0.0281  -0.0099
Si  0.0642  -0.0862  0.0107
Si  -0.0165  0.0158  0.0173
Si  0.046  -0.0607  -0.0132
Si  -0.0299  -0.0142  0.0122
Si  -0.0141  0.008  -0.0188
Si  0.0097  0.0761  0.0235
Si  -0.0979  0.0258  -0.0143
Si  0.0164  0.0135  -0.0116
Si  -0.0352  0.0281  0.0136
Si  -0.0023  -0.0148  -0.017
Si  -0.0041  0.0025  -0.0177
Si  -0.0313  0.0848  -0.0206
Si  -0.015  -0.0281  0.0519
Si  0.0908  -0.0144  -0.005
Si  -0.044  -0.1182  -0.0071
Si  0.0136  0.0091  0.051
Si  0.0876  -0.0257  -0.007
Si  -0.0149  0.0084  0.0446
Si  -0.0002  0.022  0.0515
Si  -0.06  -0.1592  -0.0163
Si  0.0505  0.3533  -0.375
Si  -0.2232  -0.1651  0.132
Si  -0.2883  -0.0024  -0.0283
Si  0.0491  0.0803  0.1172
Si  0.0331  -0.0643  0.1504
Si  -0.0642  0.2522  -0.2198
Si  0.0802  0.0375  0.2264
Si  -0.3781  -0.139  -0.3476
Si  0.0075  -0.0135  0.0049
Si  -0.0005  0.0039  -0.0015
Si  0.0032  -0.0072  -0.0062
Si  -0.0039  0.0014  0.0032
Si  -0.0005  -0.0004  -0.0015
Si  0.0083  -0.0046  0.0008
Si  -0.0012  0.0015  0.0034
Si  0.0082  -0.0008  0.0003
Si  -0.0073  0.0087  0.0113
Si  -0.007  0.0049  -0.0079
Si  -0.0114  0.008  -0.0101
Si  -0.0029  -0.005  0.0145
Si  -0.0063  0.0129  -0.0028
Si  0.0017  0.0089  0.0151
Si  -0.0099  0.0038  0.0158
Si  -0.0091  0.0061  -0.0056
Si  0.0121  -0.0277  -0.0157
Si  0.0042  -0.0009  0.029
Si  -0.0038  0.0009  0.0432
Si  0.0218  -0.009  -0.0033
Si  -0.0017  0.0136  0.0324
Si  0.0065  -0.0214  -0.0198
Si  0.0173  -0.0107  -0.0096
Si  0.0015  0.0015  0.0281
O  0.0109  -0.0097  0.0303
O  0.0085  -0.0115  0.033
O  -0.0054  0.0079  -0.0041
O  -0.0029  0.0112  -0.0118
O  0.0051  -0.0048  0.0327
O  0.0098  -0.0125  0.0217
O  -0.008  -0.0006  -0.0106
O  -0.0078  0.009  -0.0017
O  -0.0118  0.0061  -0.01
O  0.0117  -0.0081  -0.0218
O  -0.0041  0.0052  -0.0078
O  -0.0043  0.0049  -0.0181
O  -0.007  0.0098  -0.0047
O  0.0146  -0.0108  -0.028
O  0.0068  -0.0119  -0.0242
O  0.007  -0.0162  -0.0305
O  0.0057  -0.0135  0.0179
O  -0.0111  0.0108  0.0422
O  0.0082  -0.006  0.0334
O  0.0118  -0.0058  0.028
O  0.0081  -0.0077  0.0037
O  -0.011  0.0237  0.0545
O  -0.0243  -0.0555  0.0294
O  -0.0181  0.0087  0.0465
Si  0.0025  -0.0067  -0.0445
Si  0.0379  -0.0144  -0.0707
Si  -0.0082  0.0028  0.0283
Si  0.0124  -0.0002  0.1044
Si  0.1213  0.0697  0.02
Si  0.0019  0.0056  0.0506
Si  -0.0793  -0.0539  0.0767
Si  0.0136  -0.0042  0.0551
Si  -0.0152  -0.0067  -0.0041
Si  -0.0607  0.0337  0.0193
Si  -0.0001  0.0095  0.0307
Si  -0.0102  -0.0101  0.0305
Si  -0.0135  0.02  0.0559
Si  0.0006  0.0129  0.0508
Si  -0.0016  0.0153  -0.038
Si  -0.0025  0.0178  0.0624
Si  0.2709  -0.0939  0.0973
Si  -0.0125  0.0022  0.0258
Si  0.0163  -0.0216  -0.0804
Si  0.0094  0.0295  -0.0589
Si  0.0098  -0.0197  -0.0703
Si  0.0047  -0.039  0.04
Si  0.0127  0.0089  0.0447
Si  -0.0003  -0.0095  0.0541
Si  -0.0103  0.0087  0.0277
Si  -0.0139  -0.0052  0.0524
Si  0.002  -0.009  -0.064
Si  0.0007  -0.0724  0.0064
Si  -0.0025  -0.0031  0.0497
Si  -0.0049  0.0096  0.0349
Si  -0.0109  -0.1025  0.0622
Si  0.0014  0.0066  0.0354
Si  0.0146  -0.0074  -0.0638
Si  -0.4255  0.3693  0.0243
Si  -0.0067  0.0037  0.0443
Si  -0.0028  -0.0063  0.0574
Si  -0.0028  -0.0134  0.0677
O  -0.0137  0.0231  -0.0066
O  -0.0032  -0.0125  -0.0199
O  0.0845  -0.0381  -0.0161
O  -0.0259  -0.0323  -0.0289
O  0.0128  0.0148  -0.0278
O  -0.0031  0.0017  0.0087
O  0.0015  -0.0012  -0.006
O  0.1515  -0.0145  -0.1967
O  -0.002  -0.0065  -0.0198
O  0.0036  0.0282  -0.0182
O  0.0012  -0.0251  -0.0245
O  -0.0023  0.0074  -0.0183
O  0.0062  0.008  -0.0143
O  -0.1076  -0.1025  -0.2858
O  -0.0101  -0.0143  -0.0194
O  -0.0006  0.0018  -0.0391
O  0.0162  0.0045  -0.0031
O  -0.1528  -0.2729  0.052
O  0.0826  0.1575  0.0074
O  -0.0067  -0.0135  -0.0226
O  0.0062  0.001  -0.013
O  -0.0188  0.0176  0.0611
O  -0.0125  0.0159  0.0263
O  -0.0006  -0.0033  -0.0067
O  0.0029  0.0173  -0.0362
O  -0.0081  0.0141  0.0244
O  -0.0139  0.0013  0.0682
O  -0.0023  -0.0085  -0.0178
O  -0.0206  0.0087  -0.0292
O  -0.002  -0.0104  -0.0105
O  -0.0005  -0.0032  -0.0353
O  -0.008  0.0092  -0.0179
O  -0.0382  -0.0129  0.0132
O  0.0302  0.016  -0.0562
O  -0.007  -0.0016  -0.0029
O  -0.0048  -0.0092  -0.0255
O  0.0021  0.0031  -0.032
O  0.0045  0.0159  0.0328
O  0.0003  -0.0057  -0.0255
O  0.1352  -0.0154  0.7238
O  0.0037  -0.0014  -0.0253
O  0.0043  0.001  -0.006
O  0.0009  0.0013  0.0258
O  -0.0131  0.0015  -0.0256
O  0.0002  0.0024  0.0221
O  -0.0056  -0.0229  0.0438
O  0.0052  0.0044  -0.0426
O  -0.0025  -0.007  -0.0299
O  0.032  -0.0165  -0.0077
O  0.0028  -0.0114  -0.018
O  0.0068  0.0009  0.0547
O  -0.0019  -0.0081  -0.0182
O  -0.01  0.0056  0.0172
O  -0.0077  -0.0084  -0.0267
O  -0.0077  0  -0.0179
O  0.0106  0.0031  0.0032
O  0.0064  0.0027  -0.0207
O  -0.1425  0.0005  0.178
O  -0.0075  0.0096  -0.0321
O  0.0356  0.0344  -0.024
O  0.0041  -0.0004  0.0145
O  -0.0093  -0.0031  0.0296
O  0.253  0.1532  0.0171
O  0.0236  -0.0143  0.0033
O  0.0065  -0.018  0.0395
O  0.0042  -0.0011  -0.0252
H  -0.2538  0.0213  -0.694

The program warned: the cutoff lies below the one the program advises for these potential files; the forces do not sum to zero within the program's tolerance; the exchange-correlation potential is rough where the density is thin.
